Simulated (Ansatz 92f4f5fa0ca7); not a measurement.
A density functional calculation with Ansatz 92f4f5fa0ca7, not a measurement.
Periodic cell of 171 atoms, Si99O72, from a study of silicon, its oxide and their interface. The atomic structure is a simulated model.
This geometry differs little from another in the collection (a relaxation step or a small displacement).

Settings
functional: PBE
potential files: Ansatz PAW
basis: plane waves
wave-function cutoff: 700 eV
density cutoff ratio: 5
exchange-correlation grid ratio: 2
k mesh: 2 x 2 x 1, shifted by 0.5 0.5 0.5 of a step
self-consistency stop: 5e-08 eV per atom in the density residual
occupations: Fermi-Dirac, 0.05 eV
spin: none
net charge: 0

Cell vectors (angstrom)
a  11.5983  0  0
b  0  11.5983  0
c  -4.5829  -1.7245  21.6678

Atoms and the computed forces on them: element, x, y, z (angstrom), force x, y, z (eV/angstrom)
Si  1.5709  8.6937  0.4667  -0.0153  0.0172  -0.4647
Si  1.7086  0.2006  0.6925  0.018  0.1274  -0.306
Si  1.6705  3.3769  0.2678  -0.0008  -0.1405  -0.0592
Si  5.6953  7.507  0.6451  -0.0145  -0.2692  0.2184
Si  5.6303  0.028  0.385  -0.08  0.0994  -0.1972
Si  5.6571  4.3006  0.5084  -0.0025  -0.0769  0.2127
Si  9.563  7.7703  0.9516  0.0102  0.1008  -0.3854
Si  9.5287  0.2894  0.377  0.1428  0.145  -0.0319
Si  9.2812  3.4851  0.391  -0.0601  0.0397  -0.1686
Si  3.5751  7.982  1.6707  0.0461  0.0835  -0.3244
Si  3.7336  0.0891  1.8616  0.0822  0.1024  -0.2162
Si  3.5647  3.8648  1.664  0.1768  0.0499  -0.3494
Si  7.5343  7.6974  2.0911  0.1138  0.0627  -0.1598
Si  7.5572  0.0683  1.7866  0.1564  -0.074  -0.1681
Si  7.508  3.8383  1.9416  0.0242  0.0979  -0.3508
Si  11.5306  8.0633  2.0954  0.0278  -0.0707  -0.0092
Si  11.3494  0.1206  1.9434  -0.1763  -0.0025  -0.2143
Si  11.345  3.982  1.6151  0.0109  -0.1004  -0.1544
Si  3.6918  -1.8459  3.222  -0.0192  -0.0759  0.0284
Si  3.693  2.0457  3.1561  0.0053  0.1024  0.0458
Si  3.542  5.9382  3.016  0.1075  -0.071  0.0234
Si  7.5492  -1.861  3.259  0.0694  0.054  -0.0164
Si  7.5055  1.9346  3.2612  0.0489  -0.0726  0.0818
Si  7.5363  5.7815  3.3516  -0.2203  -0.0438  0.2623
Si  11.3965  -1.7021  3.4345  -0.0488  0.2714  0.2181
Si  11.355  2.1228  3.1681  -0.1593  0.1814  0.0636
Si  11.4565  5.9301  3.1422  0.0133  -0.3603  -0.1014
Si  1.7964  -1.7849  4.6569  -0.0419  -0.0672  0.0907
Si  1.7416  2.0685  4.5116  -0.0479  -0.0264  -0.0932
Si  1.7394  5.9283  4.5687  0.0741  0.0248  0.0027
Si  5.6002  -1.8885  4.6257  -0.0193  -0.0574  0.0459
Si  5.554  2.0444  4.5889  -0.0977  0.0046  -0.0456
Si  5.4757  5.9282  4.5528  0.0369  -0.0189  -0.119
Si  9.4349  -1.8169  4.7033  -0.0474  -0.029  0.0161
Si  9.4601  2.061  4.5985  0.1927  0.0147  -0.2498
Si  9.5378  5.8878  4.6031  -0.0574  0.1326  -0.1043
Si  1.6969  7.8558  6.0346  0.1755  0.0493  0.1262
Si  1.8154  0.1655  5.9388  -0.1232  -0.0364  -0.0193
Si  1.7594  3.9833  5.8914  -0.0926  0.0015  -0.0368
Si  5.5472  7.8025  6.0927  0.0399  -0.0443  0.2424
Si  5.5266  0.0914  5.8947  0.042  0.0342  -0.0569
Si  5.5345  4.0119  5.9132  0.0162  -0.0164  0.0251
Si  9.555  7.8045  6.0374  -0.2249  -0.0551  0.1504
Si  9.4618  0.1499  5.9563  0.0142  0.0595  0.0684
Si  9.426  3.9791  5.9655  0.0814  0.0035  0.0752
Si  3.5307  7.9032  7.561  -0.0446  -0.003  -0.1607
Si  3.6981  0.1441  7.3685  -0.0633  -0.0963  0.0922
Si  3.6439  3.9974  7.3037  0.028  0.1121  -0.0382
Si  7.6296  7.7404  7.4138  0.0473  -0.0503  -0.2384
Si  7.4528  0.2214  7.1904  0.0152  -0.0375  -0.1216
Si  7.4468  3.9451  7.312  -0.0303  0.3528  -0.1361
Si  11.4344  7.8424  7.5648  -0.0179  -0.0176  0.1315
Si  11.4544  0.0542  7.2284  0.0363  -0.102  -0.3567
Si  11.4145  4.0233  7.2323  0.016  0.0436  -0.3631
Si  3.5871  -1.6178  8.9697  0.124  -0.014  0.3453
Si  3.7015  2.0964  8.6506  0.1305  0.0283  0.0362
Si  3.4646  5.8154  8.8018  0.0568  -0.03  0.4305
Si  7.665  -1.6884  8.4427  -0.0549  -0.1462  0.1041
Si  7.3706  2.0339  8.6853  -0.3162  -0.0406  0.1344
Si  7.5855  5.7383  8.8361  -0.0758  -0.0635  0.4743
Si  11.5116  -1.6509  8.8573  -0.0633  -0.0132  0.1103
Si  11.3831  2.032  8.3802  0.0981  0.0338  0.1392
Si  11.4322  5.7291  8.8627  -0.0236  -0.0063  0.1753
Si  1.661  -0.9077  10.3961  -0.0926  0.0641  0.3796
Si  1.6627  2.1292  9.7234  -0.1372  -0.0745  0.6459
Si  1.6354  5.1632  10.3572  -0.0218  0.022  0.2536
Si  5.8168  -2.1289  9.7956  0.1232  0.2158  -0.0665
Si  5.4661  2.2311  10.2352  -0.0185  -0.3642  0.2218
Si  5.4706  6.2673  9.9301  0.1567  0.0414  -0.4556
Si  9.4708  -1.1291  9.8989  -0.1047  0.1751  0.4313
Si  9.4625  1.9408  9.6582  0.0788  -0.1052  0.6959
Si  9.575  4.9836  10.1454  -0.1885  -0.1251  0.2603
Si  8.697  6.8378  15.5837  0.0087  0.2311  0.398
Si  5.351  12.5317  13.1299  0.0676  0.0148  0.5854
Si  7.9109  -2.6235  11.9466  -0.0013  0.3377  0.2743
Si  5.4115  -1.3151  16.6802  -0.0179  0.0269  -0.0115
Si  5.7375  4.7358  12.2035  0.0313  -0.009  0.4637
Si  6.6009  5.5998  20.2452  -0.0406  0.0839  -0.0837
Si  7.6677  1.9429  14.9966  0.2672  -0.0047  0.1762
Si  2.7596  3.0606  16.7313  -0.1131  0.0812  -0.2346
Si  -0.0799  7.9819  15.0334  0.0448  0.0695  0.3472
Si  5.6879  7.6963  15.6688  -0.0542  0.0309  0.0923
Si  7.9374  3.0414  19.2291  0.0355  -0.2719  -0.6604
Si  0.828  10.5443  13.4427  -0.1506  0.1244  0.5242
Si  8.4307  5.9766  12.5734  0.0203  0.1416  0.4435
Si  10.2599  11.0677  17.6264  -0.2135  -0.0842  -0.2039
Si  10.527  12.3358  14.7348  -0.0102  0.0625  0.2663
Si  0.1994  3.518  15.3012  -0.0782  -0.0763  0.1452
Si  6.4007  9.8204  14.0915  -0.095  -0.0031  0.4759
Si  0.4792  -2.7872  17.8285  -0.1578  0.0086  -0.299
Si  7.2717  0.521  17.8295  0.1526  -0.233  -0.2787
Si  1.1481  -0.2837  19.2168  -0.1399  -0.1595  -0.6233
Si  4.6712  7.8716  20.2563  0.0806  -0.0585  -0.0444
Si  2.7846  2.1644  19.6609  -0.0337  -0.0147  -0.3385
Si  1.3445  5.5786  13.5065  -0.0878  -0.1688  0.5432
Si  3.1687  0.4014  15.1303  0.0552  -0.1334  0.188
Si  4.1624  5.0625  14.8514  -0.1398  0.1465  0.5172
Si  8.9864  4.1457  16.5454  0.1205  0.1376  -0.0977
Si  1.6862  7.4456  20.077  -0.2814  -0.047  -0.5975
O  7.9598  3.4933  15.4395  -0.0667  -0.0714  0.0238
O  1.6426  10.2909  -0.1272  0.03  -0.1056  0.543
O  8.068  6.074  20.8261  0.009  0.1661  0.119
O  1.6796  1.7079  -0.1546  -0.0039  0.0538  0.4108
O  -1.6069  7.8268  15.6151  0.0155  -0.0615  -0.1572
O  -0.239  11.9117  18.5233  0.2464  0.0256  0.2825
O  6.0763  7.6821  -0.9594  0.0091  0.1239  0.1829
O  1.2501  8.4357  21.3061  -0.0593  0.1281  0.0924
O  7.0497  1.6984  18.9189  -0.0292  0.2727  0.2405
O  -0.0635  1.9381  15.1366  0.0134  0.0261  -0.0593
O  2.463  0.6578  19.0822  0.0941  0.1336  0.2205
O  5.565  5.0283  21.4016  -0.1678  0.0656  0.2232
O  5.0597  9.4498  20.5045  -0.0745  0.1776  0.3612
O  10.4668  4.1944  15.9012  0.0145  -0.033  -0.0458
O  11.1908  11.6264  13.4312  0.0851  -0.0993  -0.25
O  0.6167  7.551  18.8415  0.2636  -0.0837  0.4427
O  5.8107  6.8971  19.5541  0.0313  -0.0627  0.1328
O  4.5059  7.4236  21.8209  0.021  -0.0438  0.0309
O  3.2097  7.707  19.5295  0.108  -0.0249  0.1357
O  5.4585  8.4675  14.2234  0.1417  0.1185  -0.0993
O  1.4361  10.1766  11.9747  0.2093  -0.0454  -0.6856
O  1.5153  5.8172  11.9021  0.1251  -0.0945  -0.7027
O  5.3139  12.7768  11.5238  0.0144  0.2413  -0.6075
O  3.9427  12.8034  13.9238  0.1308  0.0738  -0.2489
O  1.6324  0.7468  10.6678  0.0958  -0.275  -0.3599
O  9.2757  -2.1222  11.2253  0.0508  0.1008  -0.1982
O  5.5752  10.9463  13.3045  -0.022  -0.0115  -0.2415
O  9.0349  12.8789  14.3894  -0.0936  0.0197  -0.0473
O  7.3505  4.7653  12.4201  -0.0899  0.0248  -0.0846
O  9.574  1.9008  0.0159  -0.1526  0.013  0.1195
O  1.9757  -0.5046  14.4868  -0.038  -0.0361  -0.2183
O  9.4664  0.4649  10.4966  0.0077  -0.144  -0.5787
O  5.0017  4.4172  13.6165  0.2378  -0.0045  -0.4335
O  9.742  5.6474  11.6749  -0.0027  -0.05  -0.3775
O  5.4  3.6903  10.9976  0.0456  -0.0823  -0.0696
O  6.6561  -1.2471  15.6111  -0.0257  -0.1057  -0.1974
O  6.9429  4.3361  19.2783  -0.1596  0.1715  0.1741
O  2.7879  5.6896  14.266  -0.0328  -0.0149  -0.2064
O  5.2401  6.1585  11.5829  0.0213  -0.0511  -0.2487
O  6.0291  -0.5474  17.9821  -0.0029  0.0622  0.039
O  4.1141  -0.5897  16.0272  -0.0602  0.0654  -0.0435
O  7.1909  1.2099  16.3589  -0.0372  0.0274  -0.022
O  5.5421  5.8927  0.8304  -0.1834  0.0893  -0.2293
O  1.3469  3.8022  16.4171  0.0515  -0.0466  0.0392
O  9.5826  3.3418  10.5812  -0.106  0.2964  -0.5362
O  3.0036  3.1017  18.3369  0.0201  -0.0858  0.3995
O  2.6487  1.5352  16.1727  0.0494  -0.0246  -0.0407
O  6.5453  -2.0135  11.2824  -0.1581  0.0096  -0.1307
O  7.3055  7.6212  15.8434  0.0087  -0.0334  -0.0662
O  1.5257  -1.6352  18.3468  0.0252  0.1967  0.2864
O  4.9819  6.2473  15.6306  -0.0075  -0.1258  -0.1053
O  10.5717  9.4752  17.8851  0.1525  -0.0098  0.1315
O  5.0983  8.6706  16.8771  0.026  0.0265  -0.0303
O  6.0283  4.2337  -1.1154  -0.1725  -0.048  0.3842
O  8.783  6.1056  14.1435  -0.1101  -0.12  -0.5211
O  0.3746  6.6657  14.2238  0.0656  -0.1568  -0.2461
O  6.5345  1.8301  13.8362  -0.1502  -0.059  -0.2046
O  5.4603  1.1371  -0.8613  0.052  -0.2748  0.609
O  8.7298  11.4067  18.06  -0.0365  0.072  0.0679
O  0.1167  9.2092  14.0178  0.0405  0.0549  -0.2388
O  0.861  8.2798  16.3404  -0.055  -0.0023  0.0597
O  0.6595  4.1248  13.8563  0.1041  0.166  -0.2152
O  8.7515  2.6889  20.6031  0.0529  -0.3049  0.397
O  8.9582  3.3231  17.959  -0.0968  -0.0638  0.307
O  7.8802  9.549  13.4803  0.0818  -0.1603  -0.374
O  8.6583  5.7218  16.7809  -0.0083  -0.1053  -0.0339
O  8.7022  4.0547  -1.0847  0.3011  -0.056  0.4285
O  3.9368  3.8888  15.9615  0.0504  0.0186  -0.0735
O  10.4551  11.3349  16.0279  0.015  0.0922  -0.0142
O  1.6184  3.5123  10.6738  0.1165  0.2007  -0.3966
O  5.5745  7.8682  9.6052  -0.1549  -0.172  0.1296
O  7.8136  7.3648  11.9846  0.0194  -0.1482  -0.0618

Results
free energy: -103891.041 eV
free energy less fixed offsets of O -569.03, Si -635.61 eV per atom: 4.509 eV
pressure: -0.10 GPa
stress xx, yy, zz, yz, xz, xy (GPa, positive in tension): -0.11, -0.44, 0.86, 0.13, -0.05, 0.16

The program warned: the cutoff lies below the one the program advises for these potential files.
